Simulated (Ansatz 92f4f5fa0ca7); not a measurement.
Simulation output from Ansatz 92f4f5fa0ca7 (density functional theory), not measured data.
Periodic cell of 180 atoms, Si99O81, from a study of silicon, its oxide and their interface. The atomic structure is a simulated model.

Settings: functional r2SCAN; potential files Ansatz norm-conserving; basis plane waves; wave-function cutoff 1300 eV; density cutoff ratio 4; exchange-correlation grid ratio 1; k mesh 2 x 2 x 1, shifted by 0.5 0.5 0.5 of a step; self-consistency stop 5e-08 eV per atom in the density residual; occupations Fermi-Dirac, 0.05 eV; spin none; net charge 0.

Cell vectors (angstrom)
a  11.5403  0  0
b  0  11.5403  0
c  -1.7799  2.0517  22.9139

Atoms: element, x, y, z (angstrom)
Si  5.1396  -0.0111  1.5478
Si  4.968  3.7941  1.6011
Si  4.474  7.761  -0.7559
Si  7.2621  -0.7432  0.5461
Si  8.1108  4.2978  1.45
Si  7.5197  8.5207  -0.3191
Si  1.4175  7.3985  16.9812
Si  0.4713  7.3057  0.7027
Si  -0.4635  12.0988  -0.0599
Si  8.1428  0.6961  -1.1043
Si  8.9064  7.2845  1.1967
Si  9.1411  10.7426  1.969
Si  1.6994  1.9153  1.7403
Si  1.7134  5.9743  2.213
Si  1.7205  9.5433  2.3004
Si  3.9389  1.8608  0.6229
Si  4.0139  5.9618  1.6023
Si  3.9558  9.5041  1.6325
Si  8.9217  3.2881  3.4223
Si  9.032  8.5363  3.1326
Si  9.0076  12.4086  3.5795
Si  1.3546  3.8535  3.2401
Si  1.4265  7.7289  3.7196
Si  1.4003  11.6718  3.312
Si  5.071  3.1913  3.827
Si  4.9006  7.7247  3.1267
Si  5.1919  12.3347  3.7477
Si  7.1034  3.7806  4.8602
Si  7.0364  7.9244  4.4097
Si  7.1559  11.8745  4.9028
Si  -0.6173  4.0463  4.5597
Si  -0.724  7.9015  4.5817
Si  -0.5569  11.8106  4.671
Si  3.1258  3.8352  4.9553
Si  3.3364  7.6364  4.9609
Si  3.215  11.7145  4.8894
Si  7.0696  2.0539  6.492
Si  7.161  5.8757  5.9341
Si  7.0323  9.8077  5.9349
Si  -0.446  2.1929  5.9675
Si  -0.6187  6.0461  6.0453
Si  -0.7859  9.7876  5.8918
Si  3.1798  2.0297  6.463
Si  3.3081  5.7474  6.3808
Si  3.1319  9.6754  6.0822
Si  9.2575  2.1026  7.4102
Si  9.0132  5.9418  7.4643
Si  8.9333  9.8064  7.3806
Si  1.1813  2.1352  7.6469
Si  1.3022  6.0373  7.6759
Si  1.0528  9.7955  7.2453
Si  5.1267  1.9984  7.9122
Si  5.4077  5.6641  7.5449
Si  5.1007  9.6872  7.2841
Si  9.6692  3.9832  8.7255
Si  8.1319  7.8956  8.5725
Si  1.1948  3.9436  11.2363
Si  -3.2411  0.7686  10.5343
Si  4.8321  2.8423  16.5922
Si  4.6928  9.6029  14.3588
Si  2.6384  -0.7493  9.6974
Si  5.8615  3.9106  9.2372
Si  6.5854  8.582  10.9742
Si  4.2282  4.6638  11.9461
Si  5.7901  7.767  8.4153
Si  4.8654  11.3601  8.8542
Si  9.6291  0.1498  8.6892
Si  8.0653  3.3181  10.358
Si  6.2999  11.0037  10.6907
Si  0.6436  0.0871  8.6387
Si  0.6388  4.0708  8.9203
Si  -1.9569  11.0776  12.105
Si  -0.6944  3.0681  20.3961
Si  -1.0505  5.7091  12.7002
Si  3.7867  11.3142  12.3684
Si  0.4014  1.1704  15.699
Si  4.6062  7.3145  19.7444
Si  4.9746  1.5794  19.3848
Si  -0.5251  8.343  11.5903
Si  1.3062  8.214  8.9493
Si  -1.1738  2.9082  17.3885
Si  6.1881  4.1865  14.155
Si  -2.6785  9.9693  18.5104
Si  -0.2412  13.4296  12.8662
Si  -1.4279  5.9656  17.2493
Si  11.7297  7.7662  14.3443
Si  -1.0318  8.47  20.7468
Si  5.929  10.2087  19.5933
Si  5.442  6.9755  13.4123
Si  7.6728  10.3297  14.5973
Si  -2.2087  5.7548  20.2768
Si  8.8802  3.9465  12.5523
Si  3.45  5.2465  18.0217
Si  1.8634  8.4924  19.6846
Si  9.1867  8.2217  15.8946
Si  3.2589  11.9213  15.2372
Si  9.262  0.5009  16.5408
Si  2.4374  3.3326  20.3383
Si  6.5182  5.6228  21.5213
O  -1.8294  12.5805  -0.8133
O  -1.1284  6.9769  0.6106
O  6.0906  7.7737  -0.6068
O  3.8853  9.0733  -0.0043
O  8.1953  5.8999  1.7061
O  10.5257  10.9867  1.0097
O  0.3263  13.2778  0.745
O  6.5724  3.8859  1.1554
O  0.7247  8.8783  1.1152
O  7.4542  2.1749  -1.3259
O  8.0219  8.1039  10.2564
O  0.1477  5.0104  11.8404
O  3.9256  9.7856  12.9385
O  0.2143  8.0816  10.1721
O  4.3321  6.2151  12.4706
O  7.6745  3.8076  13.6577
O  2.6217  11.3361  11.2539
O  7.9696  -0.1025  -2.5157
O  4.6879  6.1998  18.5366
O  3.9888  6.3958  -0.02
O  4.0068  7.7654  -2.343
O  3.532  2.1413  19.9599
O  7.1215  6.0214  22.9755
O  4.2622  1.8018  -1.0402
O  8.2418  8.4171  -1.8057
O  3.6114  6.545  -4.8802
O  5.4258  2.2801  17.9894
O  4.8234  7.9988  14.5463
O  -1.6123  14.278  12.8991
O  -0.6972  9.2078  22.1279
O  -2.1213  6.028  18.6924
O  7.2541  10.0553  18.6735
O  5.3935  7.8984  10.0413
O  6.4376  7.845  12.4457
O  5.0971  8.8192  19.3525
O  5.9508  3.3811  15.5469
O  2.5645  9.096  9.6456
O  0.7677  2.4383  11.7203
O  6.1605  5.8157  14.3056
O  -1.4824  7.0601  11.8921
O  -3.761  5.4048  20.5297
O  4.981  -0.0492  19.1817
O  0.2386  2.2068  16.9493
O  11.2124  6.2177  14.1074
O  -1.1238  4.6189  20.7228
O  5.0338  3.7729  13.0673
O  -1.1377  4.4304  16.8681
O  1.7093  4.7886  -5.6201
O  2.7184  4.5472  19.2928
O  9.2576  8.93  17.3434
O  0.522  8.4208  12.8818
O  -1.3809  9.7034  11.4605
O  1.4367  7.8537  15.4084
O  3.3251  0.6861  13.6364
O  3.8822  10.4258  15.5226
O  7.9895  11.4012  15.7843
O  -1.4138  2.7461  18.9752
O  -0.8926  0.171  15.7326
O  5.2394  11.7626  11.7886
O  2.6715  4.2405  11.8258
O  0.5333  11.6241  -1.2927
O  -0.6317  11.8923  12.5816
O  4.0118  1.6068  15.9591
O  5.5168  6.781  20.9719
O  7.9081  8.7967  15.0947
O  10.5021  8.5954  15.0258
O  3.9054  4.1197  16.9557
O  4.8545  4.4096  10.4798
O  3.009  7.3982  20.092
O  8.5889  10.7236  13.3408
O  -1.8618  7.1192  21.0714
O  2.4323  6.1692  17.1814
O  9.3718  -0.0975  18.0524
O  1.7584  11.8531  15.8437
O  9.0904  6.6225  16.1624
O  0.3629  8.0083  20.0583
O  0.4738  2.0065  14.3154
O  0.8937  2.8322  20.1423
O  -1.9144  9.4898  19.8434
O  9.1366  2.1203  16.6524
O  6.1088  10.3954  14.2587

Results
free energy: -49242.790 eV
free energy less fixed offsets of O -463.61, Si -117.95 eV per atom: -13.330 eV
pressure: -2.45 GPa
stress xx, yy, zz, yz, xz, xy (GPa, positive in tension): 3, 2.77, 1.57, 0.05, -0.12, 0

Forces (eV/angstrom), in the order of the atoms: element, x, y, z
Si  0.2737  -0.0635  0.1406
Si  0.6068  0.0703  0.1229
Si  -0.1105  0.0661  -0.5831
Si  -0.152  -0.0593  -0.1568
Si  0.1597  -0.007  -0.1237
Si  -0.1243  -0.1757  -0.8509
Si  0.1643  0.009  0.0743
Si  -0.0039  -0.1186  -0.4015
Si  -0.405  -0.0781  -0.4606
Si  -0.1449  0.1293  -0.4368
Si  0.1813  0.0564  0.3026
Si  0.2969  0.2495  -0.0736
Si  -1.2722  -0.2096  -0.0539
Si  -0.1168  -0.0791  0.0032
Si  -0.4522  -0.4711  -0.0037
Si  0.7952  -0.0488  -1.2168
Si  -0.2202  0.0921  -0.4738
Si  0.3196  -0.099  -0.5644
Si  0.0507  -0.0799  0.0308
Si  0.0608  -0.0676  -0.0485
Si  0.1095  0.195  -0.1202
Si  0.2805  0.3869  0.0386
Si  0.0362  -0.1797  0.2484
Si  0.0697  -0.0276  0.0786
Si  -0.0144  -0.0565  -0.0419
Si  0.0174  0.0865  -0.0226
Si  -0.0611  0.0702  0.0218
Si  -0.0838  0.0072  0.1927
Si  0.0293  0.1014  0.0974
Si  -0.1968  -0.0638  0.0951
Si  -0.0717  -0.1277  0.0848
Si  -0.03  -0.0255  -0.0617
Si  0.1047  0.1126  -0.0108
Si  -0.1578  0.0296  -0.0889
Si  0.1012  0.2477  -0.014
Si  -0.0213  -0.0824  0.0874
Si  0.338  0.0642  0.0427
Si  0.0357  0.0036  -0.3579
Si  -0.2277  0.0255  -0.0939
Si  -0.0815  -0.1489  0.1528
Si  -0.0368  -0.0046  0.0778
Si  0.1105  -0.0327  -0.0152
Si  -0.091  -0.034  -0.1069
Si  0.0274  -0.2046  -0.0138
Si  0.1634  0.1174  -0.0335
Si  0.0527  -0.2253  -0.3126
Si  0.0883  -0.2063  0.0605
Si  -0.1191  -0.072  0.0537
Si  -0.1843  0.0764  -0.0122
Si  -0.0869  0.0121  0.0336
Si  -0.126  0.0758  -0.2485
Si  0.2219  -0.0713  -0.1612
Si  0.0341  -0.0605  -0.282
Si  0.2149  0.0969  -0.1937
Si  0.1159  0.1195  0.085
Si  0.4776  0.1509  0.4955
Si  -0.1384  -0.2246  -0.3099
Si  0.1268  -0.0591  0.1599
Si  -0.0884  0.0376  0.1378
Si  -0.1183  -0.0778  0.4988
Si  -0.3215  -0.2718  0.4437
Si  -0.6834  0.1066  0.6344
Si  -0.0455  -0.8707  0.1586
Si  -0.1218  0.0229  0.3975
Si  -0.6541  0.0098  0.2706
Si  -0.0527  -0.0694  -0.0792
Si  0.2137  0.1128  -0.3021
Si  0.0909  -0.3305  -0.0435
Si  -0.7573  0.5899  0.406
Si  -0.0147  0.0075  0.1703
Si  -0.1289  -0.0474  0.0081
Si  -0.1078  0.4809  0.1394
Si  -0.0506  0.1059  -0.4698
Si  0.3085  0.0335  0.0871
Si  -0.128  -0.0367  0.4242
Si  0.1994  -0.261  0.3459
Si  -0.0175  -0.0583  -0.3639
Si  0.2181  -0.056  -0.2072
Si  0.3606  0.0759  0.1832
Si  -0.0021  0.3748  0.2925
Si  -0.0206  0.0268  -0.0375
Si  -0.0097  -0.0503  0.4147
Si  -0.0243  0.0832  -0.0033
Si  0.2611  -0.0804  0.1702
Si  -0.0199  -0.0913  0.107
Si  0.1232  0.1619  0.4688
Si  -0.0695  -0.1274  -0.2089
Si  -0.1049  0.0365  -0.4029
Si  -0.2947  0.087  0.5547
Si  -0.2133  0.0298  0.3491
Si  0.0866  0.1177  -0.1616
Si  -0.4444  -0.1808  0.6624
Si  0.062  0.1045  -0.2541
Si  -0.078  -0.189  -0.384
Si  -0.0617  0.0375  0.2441
Si  -0.0261  -0.0918  0.4394
Si  -0.018  0.0182  0.1617
Si  -0.0146  -0.1547  -0.542
Si  -0.0072  -0.0862  -0.3983
O  0.2254  -0.0616  0.2526
O  -0.1108  0.1937  0.0723
O  -0.2014  0.0538  0.1489
O  0.1772  -0.2907  0.506
O  -0.0398  -0.0999  -0.2467
O  -0.1953  -0.1656  0.2464
O  0.5713  -0.0176  0.3114
O  -0.4025  -0.0934  -0.0668
O  0.2107  0.0976  0.0747
O  0.2129  -0.1292  0.2556
O  -0.3386  0.2682  -0.1853
O  -0.0611  0.166  0.3037
O  0.1488  0.3931  -0.1738
O  0.0906  -0.0553  -0.1169
O  0.269  -0.1498  -0.0613
O  0.3715  0.0272  -0.4747
O  0.3946  -0.2337  -0.1317
O  -0.1439  0.0846  0.3765
O  -0.2368  0.0575  0.2468
O  0.2027  0.416  0.3426
O  0.1329  -0.1456  0.57
O  -0.0325  0.1929  0.1771
O  -0.1936  -0.0048  0.0437
O  -0.2476  0.0195  0.8098
O  -0.1339  -0.0019  0.3408
O  -0.102  -0.2241  0.2476
O  -0.1841  0.0047  0.0475
O  0.191  0.0738  -0.5121
O  -0.2006  0.0875  -0.1309
O  0.0045  0.182  -0.0188
O  0.1281  -0.0642  0.0923
O  0.0529  0.0103  0.1942
O  0.6867  0.3438  -0.0604
O  0.1107  0.1993  -0.2555
O  0.0541  -0.0009  0.2857
O  -0.1196  0.121  -0.2559
O  -0.2124  0.1971  -0.1493
O  -0.1948  0.1894  0.1586
O  -0.0575  -0.1102  -0.4129
O  0.0309  0.1078  0.0701
O  -0.0772  0.0747  0.2315
O  0.1657  -0.0111  0.2307
O  -0.3096  -0.0631  -0.1996
O  -0.1398  0.15  -0.3982
O  -0.0958  -0.1566  0.0429
O  0.0166  0.2344  -0.2525
O  -0.0314  -0.0254  0.1268
O  -0.083  -0.0157  -0.0855
O  0.087  -0.1791  0.1894
O  -0.0576  0.0048  -0.1724
O  -0.4503  -0.1316  -0.2616
O  -0.054  -0.0919  0.1113
O  -0.4152  -0.1058  -0.2162
O  0.0741  -0.1932  -0.1959
O  0.1252  0.1109  -0.5251
O  0.1735  -0.2189  -0.2259
O  0.1831  0.1019  0.2049
O  -0.0552  0.2796  0.0009
O  0.3216  -0.2801  -0.0963
O  0.1788  0.0959  -0.0344
O  -0.1174  0.2067  0.4823
O  0.0181  -0.0495  0.0465
O  0.0128  0.0289  -0.1005
O  0.0778  -0.057  0.1163
O  0.2589  0.1917  -0.078
O  0.0002  -0.2235  -0.1671
O  0.0995  -0.0719  0.1532
O  0.5236  -0.096  -0.4749
O  0.0691  0.2054  0.046
O  0.1192  -0.2112  -0.1323
O  0.0304  0.0046  -0.1078
O  -0.0617  0.066  0.1367
O  -0.0848  -0.1759  -0.2606
O  -0.1034  0.2383  -0.2995
O  0.2526  0.2197  -0.0065
O  0.0346  0.2134  0.1576
O  -0.2354  -0.0528  -0.2664
O  0.0094  0.123  0.2621
O  0.1175  -0.1576  0.0713
O  0.3679  -0.1984  0.0649
O  0.0382  -0.1419  -0.1815
